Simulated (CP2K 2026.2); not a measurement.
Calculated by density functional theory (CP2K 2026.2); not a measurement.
Periodic cell of 504 atoms, Si360O144, from a study of silicon, its oxide and their interface. The atomic structure is a simulated model.
Doubt: the forces sum to 3.52 eV/angstrom along one axis rather than to zero, so they err by at least 0.0070 eV/angstrom per atom on average; the grid cutoff is modest.

Settings: functional PBE; method Gaussian and plane waves; basis set DZVP-MOLOPT-SR-GTH; pseudopotentials GTH-PBE; grid cutoff 300 Ry, relative cutoff 40 Ry; k points Gamma only; occupations fixed; spin none; net charge 0.

Cell vectors (angstrom)
a 16.32 0 0
b 0 16.32 0
c -2.552 -1.4654 33.8478

Atoms and the computed forces on them: element, x, y, z (angstrom), force x, y, z (eV/angstrom)
Si 1.004 -1.135 0.092 0.173 -0.061 0.739
Si 3.833 1.635 0.021 0.023 -0.203 0.701
Si 1.552 3.811 -0.079 -0.154 0.166 0.706
Si 4.369 6.516 -0.043 -0.184 0.146 0.721
Si 1.044 -6.45 0.02 0.123 -0.087 0.704
Si 4.284 -4.175 -0.099 -0.183 0.152 0.724
Si 7.184 -1.584 0.221 -0.154 0.069 0.802
Si 9.886 1.085 0.073 -0.137 0.162 0.741
Si 6.532 4.203 0.105 0.204 -0.091 0.737
Si 9.778 6.297 0.131 -0.015 0.228 0.716
Si 6.48 9.849 -0.186 0.215 -0.211 0.768
Si -6.99 -3.867 0.091 0.19 -0.227 0.773
Si -4.223 -1.152 0.116 0.126 -0.223 0.78
Si -1.199 1.066 0.078 -0.076 0.225 0.762
Si -4.104 4.377 0.237 -0.023 -0.227 0.645
Si -1.684 7.165 0.086 0.231 -0.148 0.762
Si -3.882 -6.989 0.336 -0.171 -0.007 0.766
Si -1.257 -4.301 0.006 -0.145 0.232 0.745
Si 2.672 0.02 1.294 -0.026 0.008 -0.046
Si 5.37 2.7 1.431 -0.017 -0.017 -0.063
Si 2.702 5.425 1.232 0.001 -0.028 -0.053
Si 5.452 8.195 1.197 0.008 0.009 -0.033
Si 2.708 -5.341 1.251 0.032 -0.007 -0.039
Si 5.455 -2.705 1.333 0.008 -0.012 -0.069
Si 8.284 0.033 1.461 0.033 -0.004 -0.06
Si -5.335 2.706 1.371 0.003 0.016 -0.044
Si 8.164 5.281 1.449 -0.035 0.014 -0.038
Si -5.522 8.061 1.379 -0.008 -0.016 -0.047
Si 8.089 10.857 1.273 -0.001 -0.009 -0.072
Si -5.39 -2.744 1.384 -0.015 0.021 -0.032
Si -2.703 -0.03 1.481 -0.005 -0.003 -0.056
Si -0.018 2.71 1.297 -0.006 -0.014 -0.058
Si -2.682 5.601 1.542 0.013 0.004 -0.048
Si -0.016 8.237 1.345 -0.005 0.02 -0.081
Si -2.67 -5.429 1.524 0.013 -0.008 -0.052
Si -0.113 -2.726 1.372 -0.002 -0.027 -0.044
Si 1.334 1.366 2.711 -0.003 0.005 0.032
Si 4.019 4.109 2.728 -0.028 0.003 0.032
Si 1.364 6.805 2.616 0.011 0.008 0.003
Si 4.049 9.524 2.594 0.007 0.006 0.008
Si 1.365 -4.027 2.683 0.001 -0.001 0.023
Si 4.066 -1.331 2.65 -0.005 -0.009 0.004
Si 6.806 1.354 2.727 0.007 0.002 0.005
Si 9.544 3.964 2.784 0.029 -0.005 0.014
Si 6.819 6.837 2.641 -0.023 -0.01 -0.001
Si 9.447 9.493 2.659 0.013 0.016 0.022
Si 6.781 12.221 2.704 0.026 0.015 0.054
Si -6.72 -1.373 2.798 -0.001 -0.01 0.05
Si -4.027 1.379 2.792 -0.01 0.009 0.035
Si -1.315 4.101 2.708 -0.006 -0.021 0.015
Si -4.127 6.855 2.861 -0.012 0.017 0.041
Si -1.308 -6.789 2.831 -0.013 -0.024 0.047
Si -4.076 -4.074 2.786 -0.011 0.004 0.016
Si -1.404 -1.419 2.815 0.008 0 0.04
Si -0.003 -0.01 4.089 0.01 0.019 -0.014
Si 2.689 2.726 4.086 0.003 0 -0.013
Si 0.04 5.458 4.051 -0.003 0.019 -0.005
Si 2.722 8.162 3.998 0 0.014 0.008
Si 0.064 -5.406 4.11 -0.01 0.007 -0.005
Si 2.725 -2.684 4.046 -0.005 -0.004 0.005
Si 5.432 -0.012 4.052 -0.004 0.003 0.002
Si 8.15 2.675 4.133 0.025 -0.015 0.015
Si 5.433 5.482 4.023 0.007 -0.006 -0.01
Si 8.135 8.158 4.071 -0.003 -0.014 0
Si 5.405 10.855 4.028 -0.004 -0.005 -0.019
Si 8.16 -2.738 4.075 -0.007 -0.003 -0.011
Si -5.392 0.006 4.145 -0.003 -0.016 -0.009
Si -2.674 2.759 4.105 -0.003 -0.007 0.013
Si -5.457 5.402 4.129 -0.002 0.002 -0.011
Si -2.725 8.202 4.165 -0.009 0.016 -0.006
Si -5.484 -5.469 4.047 -0.012 -0.015 0.001
Si -2.747 -2.74 4.179 0.007 0 0.007
Si 1.349 -1.367 16.262 0.003 -0.001 -0.023
Si 4.061 1.373 16.295 -0.004 -0.007 -0.01
Si 1.376 4.077 16.333 0.003 -0.001 -0.003
Si 4.074 6.774 16.321 -0.003 0.003 -0.008
Si 1.347 -6.825 16.33 -0.002 -0.014 -0.004
Si 4.083 -4.104 16.294 -0.015 0.012 -0.008
Si 6.825 -1.351 16.307 0.015 0.007 -0.014
Si -6.803 1.37 16.301 -0.002 -0.002 -0.013
Si 6.808 4.133 16.302 0.001 0.014 -0.012
Si -6.783 6.805 16.345 0.001 0 -0.006
Si 6.811 9.518 16.327 0.003 0.004 -0.001
Si -6.8 -4.08 16.342 0 0.017 -0.007
Si -4.074 -1.357 16.328 -0.006 0.019 -0.007
Si -1.38 1.341 16.322 0.007 -0.027 -0.007
Si -4.09 4.106 16.338 0.003 -0.002 -0.011
Si -1.364 6.819 16.325 -0.009 -0.006 -0.006
Si -4.079 9.5 16.344 0.001 -0.001 -0.005
Si -1.364 -4.114 16.321 -0.01 0.007 -0.003
Si 2.705 -0.029 17.621 0 0.013 0.017
Si 5.374 2.822 17.605 -0.011 0.012 -0.029
Si 2.725 5.434 17.73 0.003 -0.009 -0.001
Si 5.439 8.141 17.65 -0.013 -0.012 0.006
Si 2.706 -5.448 17.656 0.014 0.004 0.018
Si 5.497 -2.773 17.618 0.007 0.005 -0.029
Si 8.152 0.044 17.676 -0.009 -0.021 0.016
Si -5.459 2.726 17.67 -0.013 0.014 -0.001
Si 8.191 5.444 17.707 0 -0.005 0.023
Si -5.433 8.155 17.735 0.02 -0.011 0
Si 8.176 10.863 17.712 -0.011 -0.012 0.007
Si -5.441 -2.701 17.686 -0.009 -0.001 0.014
Si -2.742 0.003 17.721 -0.013 0.006 0.006
Si 0.021 2.677 17.647 -0.007 -0.008 0.009
Si -2.743 5.499 17.687 -0.005 0.003 0.011
Si 0.001 -8.184 17.722 -0.011 0.01 -0.002
Si -2.699 -5.491 17.702 0.024 0.013 0.003
Si 0.006 -2.722 17.626 0.02 0.003 -0.002
Si 1.36 1.295 19.029 0.004 0.001 -0.025
Si 4.057 4.069 19.122 -0.005 -0.008 0
Si 1.385 6.804 19.099 -0.01 0.011 -0.006
Si 4.09 -6.803 18.989 0.002 -0.016 -0.039
Si 1.325 -4.087 19 -0.005 0.001 -0.026
Si 4.102 -1.429 18.89 -0.02 0.018 -0.023
Si 6.737 1.502 18.904 0.048 -0.007 -0.031
Si -6.781 4.06 19.086 -0.016 0.003 -0.025
Si 6.797 6.804 19.029 -0.013 0.01 -0.028
Si -6.812 9.493 19.104 0.017 -0.01 0.001
Si 6.834 -4.082 19.062 -0.016 0.018 -0.002
Si 9.54 -1.295 19.047 0 0.026 -0.03
Si -4.115 1.41 19.063 0.007 -0.035 -0.017
Si -1.332 4.105 18.923 0.021 -0.012 -0.047
Si -4.087 6.822 19.145 0.001 0.012 -0.004
Si -1.355 -6.856 19.116 -0.009 -0.002 -0.013
Si -4.081 -4.115 19.002 -0.019 0.015 -0.034
Si -1.338 -1.394 19.008 -0.007 -0.001 -0.016
Si 0.003 -0.09 20.407 -0.001 -0.021 0.038
Si 2.711 2.63 20.454 0.008 -0.019 0.075
Si 0.032 5.353 20.363 -0.007 0.002 0.052
Si 2.724 8.237 20.42 -0.007 0.035 0.055
Si -0.018 -5.42 20.424 -0.012 0.013 0.04
Si 2.817 -2.815 20.281 0.026 -0.046 0.031
Si 5.371 0.086 20.118 -0.014 -0.019 0.031
Si 8.022 2.795 20.389 -0.005 0.027 0.034
Si 5.432 5.483 20.429 -0.005 0.012 0.063
Si 8.131 8.135 20.455 -0.012 -0.02 0.044
Si 5.482 -5.497 20.37 -0.005 -0.005 0.061
Si 8.194 -2.697 20.398 0.033 -0.011 0.062
Si -5.481 0.119 20.482 -0.012 -0.013 0.067
Si -2.704 2.822 20.295 0.009 -0.004 0.062
Si -5.418 5.395 20.494 0.005 -0.006 0.04
Si -2.701 -8.179 20.574 0 0.009 0.03
Si -5.409 -5.477 20.42 0.035 -0.005 0.064
Si -2.682 -2.775 20.328 0.006 -0.015 0.047
Si 1.619 -1.363 21.596 -0.279 -0.072 -0.633
Si 3.793 0.908 21.659 0.094 0.288 -0.755
Si 1.078 3.729 21.725 0.198 0.126 -0.735
Si 4.353 7.139 21.68 -0.112 -0.086 -0.731
Si 1.599 -6.478 21.747 -0.088 -0.15 -0.728
Si 3.923 -4.377 21.68 0.075 0.179 -0.759
Si 6.915 -1.007 21.398 0.08 -0.206 -0.673
Si -7.24 1.208 21.705 0.266 0.11 -0.699
Si 6.929 4.353 21.842 -0.122 -0.182 -0.684
Si -7.085 6.502 21.725 0.103 0.07 -0.759
Si 6.602 -6.988 21.806 0.211 0.136 -0.69
Si 9.893 -3.784 21.66 -0.382 -0.284 -0.792
Si -4.194 -1.519 21.565 0.2 0.322 -0.74
Si -1.191 1.599 21.542 -0.028 -0.22 -0.724
Si -3.73 4.334 21.799 -0.172 -0.075 -0.688
Si -1.445 6.495 21.744 0 0.201 -0.672
Si -3.914 -6.586 21.876 -0.094 -0.217 -0.728
Si -1.659 -4.369 21.763 0.122 0.167 -0.766
Si -5.644 5.402 -4.843 0.013 0.064 0.009
Si 5.779 -2.704 23.547 -0.036 -0.052 -0.216
Si -4.283 6.506 26.059 -0.05 -0.107 -0.017
Si 7.7 -6.701 24.689 -0.028 0.023 -0.07
Si 0.39 7.97 23.929 0.048 -0.032 -0.186
Si -7.227 1.292 -2.912 -0.028 -0.017 0.152
Si 7.099 3.57 -2.862 0.021 0.017 0.113
Si -0.17 -2.482 23.702 0.095 -0.098 -0.092
Si -3.752 0.918 25.655 -0.097 -0.015 0.035
Si 5.491 7.466 -5.379 -0.036 -0.036 0.04
Si 2.083 3.925 24.671 0.009 -0.01 -0.158
Si -1.003 7.018 -2.938 -0.049 0.038 0.114
Si 5.173 -5.706 -5.333 0.003 0.014 0.015
Si -5.838 -7.997 24.015 0.056 0.089 -0.203
Si 0.172 4.292 -2.929 -0.037 -0.059 0.188
Si -7.482 -3.068 24.206 0.086 0.141 -0.054
Si 5.664 7.857 26.177 -0.005 -0.076 -0.161
Si -1.389 -1.598 -4.712 -0.046 -0.038 0.076
Si 5.193 -2.877 26.389 -0.046 -0.029 0.044
Si -2.282 -0.276 23.599 -0.046 -0.025 -0.049
Si 5.628 -3.291 -6.885 0.016 -0.046 0.039
Si -2.591 0.958 -6.063 0.087 -0.099 -0.031
Si 4.496 0.349 -2.721 -0.048 -0.034 0.106
Si -4.701 2.431 -4.225 0.003 0.129 0.034
Si -6.3 -0.456 25.164 -0.007 -0.105 0.039
Si -8.092 -7.258 -2.673 0.012 0.048 0.166
Si 2.486 4.535 -4.631 0.022 0.018 0.029
Si 5.792 0.798 -6.954 -0.027 0.006 -0.06
Si -8.017 6.598 -6.606 0.045 -0.1 0.056
Si -1.277 7.455 26.306 0.061 0.008 -0.043
Si 2.787 -2.3 -2.173 0.043 -0.036 0.146
Si -2.71 -2.611 -2.262 0.033 -0.066 0.03
Si -7.187 2.221 24.693 -0.01 -0.135 -0.128
Si 3.448 -1.318 -7.266 0.008 0.051 -0.002
Si -7.576 6.217 -2.782 0.058 -0.121 0.147
Si 3.213 6.626 24.533 -0.005 0.108 -0.126
Si -4.474 3.611 24.759 -0.021 0.014 -0.103
Si -5.699 -5.796 -1.834 -0.114 -0.053 0.12
Si 6.814 -3.506 -4.344 -0.023 -0.026 0.057
Si 2.923 6.328 -6.953 0.075 -0.023 0.064
Si -3.302 7.457 -5.056 0.059 -0.011 -0.009
Si 2.018 -5.542 -5.127 0.01 0.105 -0.047
Si -2.486 2.913 -2.014 0.074 -0.024 0.085
Si 4.723 2.531 -4.595 0.033 -0.069 0.058
Si -3.686 -3.428 -4.992 0.082 0.104 0.065
Si 6.285 3.378 24.787 0.017 -0.027 -0.252
Si 1.616 -2.572 -5.072 -0.007 0.018 0.028
Si 4.041 1.446 24.681 -0.032 -0.048 -0.085
Si -4.711 -6.034 -4.786 0.085 -0.127 0.023
Si -7.608 -5.457 -5.256 0.105 -0.036 0.089
Si -5.82 -2.765 -7.159 0.022 -0.112 -0.018
Si 1.371 -7.326 -2.908 0.08 -0.099 0.082
Si 7.091 -0.942 -2.704 0.049 -0.011 0.044
Si 3.651 6.924 -3.077 0 0.047 0.037
Si 1.374 -1.35 5.441 -0.009 -0.004 0.008
Si 4.079 1.363 5.417 -0.004 -0.007 0.002
Si 1.36 4.097 5.448 -0.004 -0.01 0.009
Si 4.076 6.821 5.399 -0.002 0.001 0.005
Si 1.399 9.513 5.425 0.004 -0.003 0.012
Si 4.071 12.239 5.398 0.004 0 0.005
Si 6.789 -1.373 5.422 0.008 -0.001 0.005
Si 9.519 1.331 5.482 0.001 -0.004 0.019
Si 6.786 4.105 5.411 -0.011 0.023 0.002
Si 9.494 6.794 5.441 0.015 0.015 0.006
Si 6.769 9.519 5.418 0.001 0.002 0.005
Si 9.505 12.219 5.436 0.018 0.008 -0.004
Si -4.07 -1.354 5.517 -0.011 0.008 0.023
Si -1.343 1.367 5.455 -0.001 -0.013 0.006
Si -4.064 4.077 5.472 -0.005 -0.007 0.016
Si -1.344 6.792 5.439 0.003 -0.018 -0.001
Si -4.11 -6.769 5.47 0 0.008 0.016
Si -1.338 -4.089 5.477 -0.004 -0.008 0.012
Si 2.732 0.007 6.798 0.001 0.005 0.002
Si 5.436 2.73 6.776 -0.001 0.001 -0.004
Si 2.732 5.457 6.784 0.005 0.001 0.001
Si 5.425 8.164 6.788 -0.003 0.001 0.008
Si 2.736 10.882 6.79 0.004 -0.009 0.004
Si 5.432 -2.733 6.779 0.001 -0.001 -0.006
Si 8.144 -0.025 6.811 0.004 -0.01 0.006
Si 10.883 2.713 6.818 0 -0.004 0
Si 8.139 5.442 6.802 0.001 -0.001 0.001
Si 10.864 8.155 6.801 0 -0.001 -0.003
Si 8.139 10.868 6.79 -0.004 -0.006 -0.003
Si 10.862 -2.737 6.815 0.004 0.004 0.002
Si -2.7 0.016 6.836 0.001 0 0.001
Si 0.007 2.731 6.812 -0.003 0.005 -0.002
Si -2.704 5.443 6.816 0.002 0.002 0.001
Si 0.017 8.162 6.786 -0.003 0.006 -0.007
Si -2.724 -5.432 6.825 -0.005 0.005 0.001
Si 0.016 -2.709 6.813 0.003 0.002 0.001
Si 1.37 1.365 8.162 0.001 0.003 -0.001
Si 4.081 4.086 8.147 0.004 0.01 -0.003
Si 1.369 6.805 8.154 -0.002 -0.005 -0.012
Si 4.084 9.526 8.161 0.009 0.008 0.001
Si 1.369 -4.086 8.159 -0.006 -0.002 -0.005
Si 4.084 -1.367 8.151 0 -0.002 -0.007
Si 6.792 1.365 8.148 0.008 0.001 -0.009
Si 9.515 4.085 8.158 0.006 0.001 -0.005
Si 6.784 6.805 8.157 -0.004 0.002 0.003
Si 9.504 9.516 8.158 0.001 0 -0.006
Si 6.792 -4.082 8.152 -0.005 0.001 0.003
Si 9.506 -1.376 8.173 -0.014 -0.012 0.004
Si -4.08 1.362 8.183 -0.001 -0.006 0.001
Si -1.357 4.079 8.176 -0.007 -0.013 -0.002
Si -4.08 6.805 8.159 0.002 0.001 0.001
Si -1.356 -6.81 8.155 -0.01 -0.008 -0.002
Si -4.083 -4.074 8.179 0.01 0.008 0
Si -1.343 -1.354 8.179 0.006 0.012 0.002
Si 0.013 0.007 9.532 -0.003 -0.003 -0.005
Si 2.724 2.728 9.516 -0.002 -0.005 -0.006
Si 0.008 5.445 9.519 0.001 0.001 -0.002
Si 2.722 8.164 9.517 0.001 0.008 -0.005
Si 0.001 -5.445 9.515 -0.004 0.007 -0.003
Si 2.726 -2.723 9.52 0.002 -0.004 0.001
Si 5.439 -0.001 9.512 -0.003 -0.003 -0.001
Si 8.158 2.718 9.514 -0.001 0.002 -0.001
Si 5.435 5.44 9.516 0 -0.006 -0.004
Si 8.15 8.159 9.521 -0.004 -0.001 0.002
Si 5.442 -5.437 9.522 0.01 -0.005 -0.001
Si 8.15 -2.732 9.528 0.007 0.005 -0.002
Si -5.447 -0.008 9.524 0.003 -0.003 0
Si -2.721 2.724 9.536 -0.009 0 0
Si -5.44 5.443 9.518 0.003 0 0.001
Si -2.718 8.158 9.521 0.003 -0.004 0.003
Si -5.448 -5.447 9.519 0.001 -0.001 -0.001
Si -2.717 -2.712 9.528 -0.002 0.012 0.002
Si 1.367 -1.364 10.884 -0.003 0.004 0
Si 4.078 1.36 10.873 0 0.004 -0.001
Si 1.362 4.084 10.879 0 -0.004 -0.001
Si 4.078 6.8 10.877 0.007 -0.002 0
Si 1.359 9.515 10.879 0.001 -0.007 0
Si 4.082 -4.082 10.885 0.004 -0.001 -0.003
Si 6.799 -1.358 10.879 0.006 -0.002 0
Si 9.517 1.36 10.88 0.002 -0.005 -0.002
Si 6.801 4.082 10.874 0.002 0.003 -0.003
Si 9.52 6.804 10.877 -0.002 0.003 0.002
Si 6.801 9.525 10.883 -0.011 0.01 -0.001
Si 9.517 -4.089 10.885 -0.005 0.008 0.002
Si -4.083 -1.359 10.886 0.001 0.001 -0.001
Si -1.36 1.361 10.887 0.001 0 0
Si -4.083 4.085 10.887 0.004 -0.003 0.003
Si -1.359 6.797 10.88 -0.005 -0.005 0.002
Si -4.082 9.519 10.879 0 0.002 0.002
Si -1.359 -4.085 10.876 -0.004 0 0
Si 2.72 0.004 12.242 0.009 -0.003 0.003
Si 5.442 2.719 12.228 0 -0.004 0
Si 2.719 5.442 12.239 -0.003 0 0.004
Si 5.439 8.162 12.232 0.012 0.003 -0.003
Si 2.723 10.868 12.24 -0.003 0.006 0.004
Si 5.444 -2.72 12.24 -0.008 0.01 -0.002
Si 8.162 -0.002 12.243 -0.007 -0.001 0.002
Si 10.876 2.723 12.242 -0.004 0.004 0.003
Si 8.16 5.445 12.235 0 -0.004 0.005
Si 10.881 8.161 12.242 0.01 0 0.003
Si 8.164 10.876 12.251 0.006 -0.01 0.001
Si 10.882 -2.728 12.241 0.003 0.003 -0.003
Si -2.725 0.002 12.245 -0.006 -0.005 0.001
Si -0.006 2.729 12.239 -0.002 -0.005 0.002
Si -2.717 5.44 12.247 -0.005 -0.001 0.005
Si -0.003 8.155 12.241 -0.006 0 0.003
Si -2.724 -5.439 12.239 0.007 0.009 0.001
Si 0.002 -2.73 12.236 -0.003 -0.001 0
Si 1.346 1.365 13.592 -0.011 0.009 0.001
Si 4.088 4.082 13.587 0.01 -0.009 0.007
Si 1.352 6.79 13.603 0.004 0.003 0.012
Si 4.075 9.5 13.603 0.006 -0.003 -0.001
Si 1.361 -4.095 13.596 0.002 -0.001 0.005
Si 4.087 -1.355 13.595 -0.003 0.002 0.004
Si 6.799 1.365 13.595 0.004 -0.006 0.005
Si 9.516 4.088 13.599 -0.005 0.004 0.006
Si 6.811 6.82 13.591 -0.016 0 -0.002
Si 9.53 9.521 13.613 -0.006 0.003 0.01
Si 6.802 -4.081 13.603 0.001 0.016 0.002
Si 9.53 -1.363 13.597 0.008 -0.004 -0.006
Si -4.08 1.37 13.606 0.001 -0.002 0.008
Si -1.361 4.081 13.615 0.001 -0.005 0.001
Si -4.079 6.8 13.601 0.001 -0.002 -0.001
Si -1.365 9.519 13.593 -0.009 0.001 -0.001
Si -4.084 -4.087 13.61 -0.001 0.006 0
Si -1.372 -1.378 13.59 0.007 0.002 0.001
Si -0.026 -0.004 14.935 0 -0.003 0
Si 2.713 2.73 14.937 0.003 0 0.002
Si -0.001 5.437 14.981 -0.011 0 -0.002
Si 2.709 8.14 14.969 0.002 -0.013 -0.003
Si 0.001 -5.458 14.958 0.002 0.001 0
Si 2.731 -2.73 14.937 0.007 0.017 -0.008
Si 5.443 0.007 14.96 0.003 -0.003 -0.003
Si 8.15 2.733 14.956 -0.002 0 0.003
Si 5.445 5.462 14.933 0.013 -0.003 -0.003
Si 8.176 8.16 14.974 0 -0.001 -0.003
Si 5.446 10.859 14.948 -0.008 -0.001 0.002
Si 8.174 -2.724 14.957 -0.007 -0.002 0.005
Si -5.434 0.001 14.959 -0.006 -0.012 0.001
Si -2.729 2.73 14.979 -0.007 0.002 0.006
Si -5.444 5.447 14.962 0.009 0.005 0
Si -2.723 8.165 14.958 0.008 0.004 -0.003
Si -5.434 -5.444 14.986 0.007 0.003 0.001
Si -2.721 -2.732 14.971 0.004 0.001 0
O 2.656 -0.198 22.051 0.005 0.011 0.366
O 1.737 7.299 24.529 0.06 -0.18 0.43
O -0.061 2.623 22.125 0.081 -0.02 0.277
O -3.045 3.97 -0.933 0.463 0.081 -0.108
O 4.621 1.109 -1.299 0.534 0.234 -0.134
O -3.517 -1.107 22.985 -0.276 -0.043 0.391
O -2.097 1.109 22.804 -0.187 0.234 0.329
O 0.851 4.345 -1.453 -0.147 0.166 -0.059
O 7.51 -5.548 25.823 -0.442 -0.11 0.328
O -0.978 -3.746 23.109 -0.073 -0.125 0.51
O 2.713 2.725 -0.497 0.041 0.07 -0.173
O -6.769 -4.138 23.221 0.218 -0.564 0.382
O 1.232 -2.261 22.922 0.566 -0.308 0.369
O 8.122 5.41 22.267 -0.027 -0.25 0.564
O -2.015 1.574 -1.241 0.044 -0.103 -0.159
O -8.061 -2.704 -0.299 0.197 -0.038 -0.026
O -3.314 0.238 -7.327 -0.415 -0.763 -0.021
O -6.062 -5.752 -5.633 -0.076 0.161 -0.582
O -4.314 3.629 23.146 0.077 -0.382 -0.103
O 5.723 4.554 25.73 -0.226 0.295 -0.182
O -0.07 -0.009 -0.437 0.103 0.153 -0.574
O -7.431 6.533 -1.208 -0.39 0.127 -0.115
O -3.749 2.652 -2.953 -0.265 0.054 0.322
O -5.113 -5.614 -3.295 0.234 0.331 0.01
O 7.006 3.44 -1.252 0.048 -0.584 0.023
O -2.814 -8.041 -0.3 0.201 -0.154 -0.201
O -1.976 -3.744 -1.356 -0.142 -0.25 -0.181
O 5.461 -8.093 22.213 0.075 -0.146 0.195
O 6.196 3.793 23.204 -0.146 -0.015 0.195
O -0.493 6.99 22.979 0.246 -0.186 0.086
O 6.96 -0.287 -6.582 -0.016 0.229 0.49
O -5.305 5.33 -0.352 -0.07 0.076 -0.601
O -0.171 5.762 -3.508 0.013 0.127 -0.232
O 4.391 -0.014 -7.115 -0.228 0.219 -0.068
O 1.48 -6.656 -6.143 -0.294 -0.049 0.252
O 4.405 1.221 23.121 0.585 0.118 0.159
O -3.776 1.721 -5.316 -0.143 -0.051 -0.26
O 6.712 -0.849 -1.141 -0.52 0.166 0.118
O -2.847 7.221 26.098 -0.13 0.208 0.016
O 1.233 3.706 -4.01 -0.203 -0.522 -0.403
O 6.801 -7.968 25.146 0.105 -0.427 -0.331
O -6.876 -1.55 24.114 -0.052 0.137 -0.481
O 5.27 -2.16 24.954 -0.035 0.434 -0.054
O 3.886 1.387 -3.796 -0.566 -0.05 -0.016
O 1.386 -5.905 -3.68 -0.559 0.293 0.373
O 7.291 -3.211 23.763 -0.131 -0.258 0.211
O 1.55 -1.928 -1.216 -0.408 -0.512 -0.335
O -2.604 5.446 22.277 0.148 0.329 0.457
O -6.734 -7.043 -1.799 -0.007 -0.459 0.433
O 5.515 5.393 -0.374 0.052 -0.092 -0.329
O 5.615 1.887 -5.774 0.24 0.135 0.121
O 3.635 -0.972 -2.466 -0.058 -0.079 0.302
O -8.015 -6.26 -3.922 -0.405 0.013 -0.149
O 1.665 -7.099 -1.336 0.135 -0.294 0.142
O -6.431 -4.444 -1.334 -0.001 0.101 -0.274
O 1.779 -4.102 26.297 -0.142 -0.423 -0.256
O -4.308 6.205 -5.285 0.012 -0.098 0.033
O -1.8 -0.093 -5.139 0.224 0.255 -0.032
O 0.827 3.9 25.68 -0.418 -0.577 -0.073
O 7.984 0.041 22.059 -0.056 -0.037 0.536
O 3.086 5.455 -3.436 -0.014 -0.289 0.3
O 1.625 4.266 23.156 -0.092 0.261 -0.122
O -6.103 5.889 -3.364 0.471 -0.221 0.208
O 4.749 -3.804 22.971 -0.117 -0.155 0.26
O 3.855 7.052 -1.485 -0.438 0.263 -0.235
O 3.068 5.129 25.113 0.559 -0.012 0.323
O 2.206 -2.788 -3.583 -0.132 -0.261 0.008
O 0.851 -7.052 23.081 -0.089 0.197 0.344
O -0.097 -7.978 -3.092 -0.399 0.387 -0.259
O 6.838 6.687 -5.878 -0.073 -0.278 0.089
O -0.107 -5.374 -0.459 -0.037 0.02 -0.429
O -5.888 1.425 -3.795 0.115 -0.358 0.005
O 7.17 -6.31 23.189 -0.002 0.398 0.061
O 7.055 -2.511 -3.105 -0.167 -0.047 0.289
O 3.614 -5.65 -4.973 0.169 -0.333 0.173
O -5.053 -2.978 -5.746 -0.318 0.051 0.228
O 0.145 -1.909 -5.065 -0.005 0.207 -0.23
O -5.35 -0.066 -0.344 0.096 -0.054 -0.585
O -5.302 3.82 -4.803 -0.072 0.003 -0.215
O -7.82 -0.217 -3.043 0.257 -0.41 -0.032
O 2.827 2.508 24.759 -0.251 -0.188 -0.006
O -7.111 -1.81 -6.894 0.124 0.382 0.627
O 3.684 -3.444 -1.443 0.007 -0.115 -0.284
O 8.147 7.602 -3.359 -0.35 -0.148 -0.872
O 5.888 -2.681 -5.392 -0.286 0.566 0.303
O 4.291 7.443 25.42 -0.196 0.128 -0.064
O 3.615 0.144 25.534 -0.092 -0.083 -0.112
O -4.159 5.085 25.305 0.012 -0.137 -0.291
O -1.228 6.631 -1.379 0.061 -0.438 -0.155
O -2.326 7.678 -6.318 0.089 0.206 0.238
O 7.89 -5.848 -6.585 -0.365 0.244 -0.077
O -7.303 -3.487 25.74 0.653 0.354 0.496
O -4.695 -7.146 23.211 0.091 -0.133 0.415
O -3.745 -3.189 -3.376 -0.315 -0.464 -0.006
O 5.422 2.08 25.22 0.435 -0.271 0.146
O 5.67 3.382 -3.585 -0.142 0.406 0.12
O 5.978 -4.901 -4.146 -0.052 -0.215 0.566
O 2.554 -1.583 -5.945 -0.155 0.49 0.292
O -3.524 -1.66 -1.257 -0.095 0.016 -0.153
O 2.756 -5.403 22.228 0.112 -0.003 0.219
O 5.662 -7.24 -5.495 0.323 0.073 0.018
O -2.374 -2.629 -5.503 0.103 -0.217 -0.638
O 8.05 2.403 -3.437 0.003 0.046 -0.624
O 7.006 -7.01 -1.641 -0.158 -0.069 -0.23
O 2.543 8.037 -3.499 -0.138 0.073 -0.037
O -4.46 -6.097 -0.88 0.172 0.115 -0.065
O 3.622 3.538 -5.197 0.089 0.009 -0.376
O -3.488 2.494 25.411 0.576 0.187 0.054
O -0.563 6.017 26.295 0.066 -0.144 -0.001
O 5.391 -4.882 -6.731 0.105 -0.243 -0.611
O 5.912 -0.076 -3.384 0.002 0.272 -0.568
O -7.357 0.76 25.403 -0.496 -0.078 0.161
O -0.597 -7.953 25.145 -0.215 0.467 0.016
O -6.926 5.715 -5.793 -0.083 -0.347 -0.22
O 5.07 7.149 -3.838 0.682 -0.049 0.104
O -4.227 -7.552 -4.869 -0.456 -0.089 -0.072
O 4.388 -4.279 26.151 0.086 -0.601 -0.549
O -6.421 7.186 23.033 -0.156 -0.344 0.257
O -5.235 7.545 25.282 -0.349 -0.036 0.393
O -5.288 -2.658 21.895 0.21 -0.225 0.494
O -0.045 -2.625 25.288 -0.281 -0.114 0.244
O -3.543 -5.024 -5.273 0.555 -0.27 -0.212
O -8.038 -3.919 -4.933 0.381 0.313 -0.035
O -7.489 8.109 -6.794 0.666 -0.001 0.524
O 4.228 6.988 -6.265 -0.027 0.08 -0.301
O 2.067 5.479 -5.875 -0.524 0.178 -0.085
O 5.849 -1.465 22.541 -0.58 0.401 0.183
O -6.965 1.649 -1.353 -0.167 0.502 -0.009
O -1.602 -1.777 -3.109 0.715 0.403 0.339
O -4.978 0.386 24.704 0.188 0.062 -0.328
O -0.951 -1.12 23.382 0.252 0.419 0.113
O -1.212 3.459 -2.843 -0.145 0.029 -0.167
O 7.724 5.03 -3.161 -0.15 0.149 -0.538
O 3.718 6.487 23.014 -0.183 -0.313 0.113
O -1.535 2.052 -6.648 0.329 0.296 0.382
O -5.961 3.145 25.191 -0.324 0.481 0.535
O 7.833 3.075 25.071 0.067 0.306 0.68
O 5.359 -5.327 -0.562 0.214 0.039 -0.39
O 1.569 -4.081 -5.664 -0.058 -0.114 -0.316
O -6.95 1.979 23.107 0.415 0.345 0.088
O -7.046 -7.065 24.551 0.362 0.496 0.102
O -2.396 7.212 -3.734 -0.337 0.093 0.13
O -2.476 0.054 25.165 0.448 -0.126 0.501
O -2.781 -5.46 22.288 0.178 -0.102 0.346

Results
total energy: -101656.639 eV
total energy less fixed offsets of O -438.25, Si -107.07 eV per atom: -3.439 eV
